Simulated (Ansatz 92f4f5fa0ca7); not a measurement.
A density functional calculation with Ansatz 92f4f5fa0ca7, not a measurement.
Periodic cell of 297 atoms, Si195O102, from a study of silicon, its oxide and their interface. The atomic structure is a simulated model.
Doubt: the cutoff is far below the 930 eV that the study's wrapper takes by default for these files, so forces and energies are approximate.
This geometry differs little from another in the collection (a relaxation step or a small displacement).

Settings: functional PBE; potential files Ansatz PAW; basis plane waves; wave-function cutoff 580 eV; density cutoff ratio 5; exchange-correlation grid ratio 1; k mesh 1 x 1 x 1, Gamma-centred; self-consistency stop 5e-08 eV per atom in the density residual; occupations fixed; spin none; net charge 0.

Cell vectors (angstrom)
a 11.6015 0 0
b 0 10.938 0
c 0 0 41.5849

Atoms and the computed forces on them: element, x, y, z (angstrom), force x, y, z (eV/angstrom)
Si 0 0 0.9665 -0.005 0.0302 0.0121
Si 3.8672 0 0.9665 -0.0004 0.0665 0.0172
Si 7.7343 0 0.9665 0.0071 0.0828 0.0184
Si 1.9336 1.3673 0.9665 -0.0013 -0.049 0.001
Si 5.8008 1.3673 0.9665 -0.0027 -0.0221 -0.0246
Si 9.6679 1.3673 0.9665 0.0017 -0.0421 -0.0006
Si 0 5.469 0.9665 0.0166 -0.0013 -0.0101
Si 3.8672 5.469 0.9665 -0.0134 0.0197 0.0177
Si 7.7343 5.469 0.9665 -0.0061 0.0942 0.0017
Si 1.9336 6.8362 0.9665 0.004 0.0383 -0.0102
Si 5.8008 6.8362 0.9665 -0.0084 -0.0026 -0.0031
Si 9.6679 6.8362 0.9665 0.0097 -0.0824 -0.0146
Si 1.9336 2.7345 40.6178 -0.0011 0.0372 0.0113
Si 5.8008 2.7345 40.6178 -0.0055 0.0519 -0.0152
Si 9.6679 2.7345 40.6178 -0.0116 0.0375 -0.0004
Si 0 4.1018 40.6178 -0.0225 -0.0004 0.0028
Si 3.8672 4.1018 40.6178 0 0.0219 0.0298
Si 7.7343 4.1018 40.6178 -0.0018 -0.0938 -0.0146
Si 1.9336 8.2035 40.6178 -0.0092 -0.0742 0.0622
Si 5.8008 8.2035 40.6178 0.0143 -0.016 0.0265
Si 9.6679 8.2035 40.6178 0.0004 0.0909 0.0026
Si 0 9.5708 40.6178 0.0089 -0.0341 -0.0254
Si 3.8672 9.5708 40.6178 0.0024 -0.0649 -0.0136
Si 7.7343 9.5708 40.6178 -0.0005 -0.099 -0.047
Si 0 0 4.8337 -0.0105 0.1623 -0.1373
Si 3.8672 0 4.8337 0.0333 0.2609 0.0686
Si 7.7343 0 4.8337 0.0288 0.1861 0.1073
Si 1.9336 1.3673 4.8337 0.0624 -0.0568 0.1138
Si 5.8008 1.3673 4.8337 0.0431 -0.0162 -0.2552
Si 9.6679 1.3673 4.8337 -0.1126 -0.1202 0.0601
Si 0 5.469 4.8337 -0.0381 0.0196 -0.2748
Si 3.8672 5.469 4.8337 0.0184 0.0995 0.0931
Si 7.7343 5.469 4.8337 -0.014 0.1097 0.203
Si 1.9336 6.8362 4.8337 0.0174 0.2309 -0.1107
Si 5.8008 6.8362 4.8337 0.0087 0.2356 -0.0496
Si 9.6679 6.8362 4.8337 0.0334 0.1112 0.2005
Si 1.9336 2.7345 2.9001 -0.0092 0.0883 0.0581
Si 5.8008 2.7345 2.9001 0.0065 0.0158 0.0304
Si 9.6679 2.7345 2.9001 0.02 0.0916 0.0718
Si 0 4.1018 2.9001 0.0144 0.0768 -0.0967
Si 3.8672 4.1018 2.9001 0.0102 -0.0188 -0.0381
Si 7.7343 4.1018 2.9001 -0.0124 -0.0826 -0.0283
Si 1.9336 8.2035 2.9001 -0.0116 -0.0836 -0.0574
Si 5.8008 8.2035 2.9001 0.0032 -0.036 -0.0507
Si 9.6679 8.2035 2.9001 0.0038 0.0593 -0.0082
Si 0 9.5708 2.9001 0.0145 -0.0308 0.0066
Si 3.8672 9.5708 2.9001 0.0114 -0.1096 0.0521
Si 7.7343 9.5708 2.9001 -0.024 -0.1173 0.0534
Si -1.6306 1.1506 31.1141 0.0004 -0.0045 0.0045
Si 3.9551 -0.3128 30.857 -0.0186 0.0037 0.0165
Si 8.0782 -0.1288 30.7209 -0.0033 -0.0067 0.0039
Si 0.259 -0.1541 30.9773 -0.0026 0.0074 0.0025
Si 5.4284 1.489 30.8345 -0.021 0.0058 -0.0109
Si 13.7386 1.1968 30.9592 0.0074 -0.0119 0.0076
Si -1.5022 6.8932 30.8551 0.0003 -0.0011 0.0195
Si 3.0243 6.056 29.6852 0.0109 -0.0304 -0.0096
Si 5.8586 6.6536 30.2492 0.0181 -0.0237 0.0215
Si 2.2421 6.002 31.7826 0.0063 0.0062 -0.0082
Si 7.9132 4.7577 30.6768 -0.0316 0.0152 0.0046
Si 11.7101 5.1957 31.0725 0.0011 0.0151 -0.0016
Si 1.8611 2.5938 32.9254 -0.0048 0.0091 0.0062
Si 5.483 2.8073 32.8125 -0.0089 0.0146 0.0068
Si 9.5568 2.5119 32.9939 0.0123 0.0093 -0.0067
Si -0.1355 3.8737 32.9731 -0.0049 -0.0153 0.0061
Si 3.5287 4.2599 32.9677 0.0144 -0.0153 0.0033
Si 7.6063 3.8278 32.8146 0.0025 0.0053 -0.0143
Si 2.0626 7.9924 33.0326 -0.002 0.0044 -0.0008
Si 5.8531 8.0877 32.9929 0.0012 0.0021 0.0106
Si 9.8181 8.2454 32.7891 -0.0013 -0.0134 -0.0069
Si 0.2083 9.4345 32.9035 -0.0004 0.0048 0.0084
Si 3.9361 9.4293 32.9057 0.0017 -0.0019 -0.0118
Si 7.7804 9.4817 32.7184 0.0045 0.0074 0.0049
Si 0.0434 -0.0973 34.8201 0.003 -0.0013 -0.0062
Si 3.8644 -0.0594 34.805 0.0008 -0.0021 -0.0082
Si 7.6682 -0.0749 34.7033 0.0026 -0.001 0.0008
Si 1.9371 1.2832 34.8623 -0.0057 -0.0036 -0.0043
Si 5.7288 1.3746 34.7327 0.0025 0.0001 -0.0034
Si 9.6493 1.1858 34.8826 0.0008 -0.0017 0.0004
Si 0.0047 5.403 34.8106 -0.0037 0.0004 -0.0021
Si 3.8543 5.4418 34.9577 -0.0004 0.0046 -0.0008
Si 7.7491 5.3724 34.6868 0.0005 0.0017 -0.001
Si 1.9353 6.7759 35.0064 0.0042 -0.0039 -0.003
Si 5.835 6.7516 34.907 -0.0036 -0.0041 0.0014
Si 9.6838 6.7837 34.6916 0.0027 -0.0008 0.0043
Si 1.9385 2.7139 36.7532 0.0015 0.0025 0.0048
Si 5.8261 2.6955 36.7212 0.0003 -0.001 0.003
Si 9.6676 2.6798 36.739 -0.0021 0.0034 0.0049
Si -0.0096 4.0647 36.7554 0.0002 -0.001 0.0013
Si 3.8904 4.0397 36.812 -0.0006 -0.0025 0.0038
Si 7.7572 4.082 36.7014 0.0002 -0.0013 0.0043
Si 1.9028 8.2221 36.8251 -0.0007 0.0063 -0.0004
Si 5.7987 8.1819 36.7778 0.002 0.0022 0.0012
Si 9.6252 8.1516 36.6828 0.0017 0.0006 0.0054
Si -0.0435 9.5292 36.7713 0.0031 -0.002 0.0035
Si 3.8616 9.5401 36.7577 0.0015 -0.0024 0.002
Si 7.7004 9.5611 36.712 -0.0019 -0.0035 -0.0003
Si 0 0 38.6842 -0.1315 0.0054 -0.0102
Si 3.8672 0 38.6842 0.024 0.0293 -0.0656
Si 7.7343 0 38.6842 0.0116 -0.0457 -0.1891
Si 1.9336 1.3673 38.6842 -0.0175 -0.1521 0.0177
Si 5.8008 1.3673 38.6842 0.0977 -0.1163 -0.0921
Si 9.6679 1.3673 38.6842 -0.0005 -0.1143 0.1511
Si 0 5.469 38.6842 -0.0148 -0.0854 -0.079
Si 3.8672 5.469 38.6842 0.042 -0.0383 0.1861
Si 7.7343 5.469 38.6842 0.0436 -0.112 -0.2618
Si 1.9336 6.8362 38.6842 0.0006 -0.1563 0.3488
Si 5.8008 6.8362 38.6842 -0.011 -0.139 0.2201
Si 9.6679 6.8362 38.6842 -0.0942 -0.0439 -0.2382
Si 1.9542 2.7453 6.7818 0.0018 0.0047 -0.0012
Si 5.8079 2.7451 6.7359 -0.0049 -0.0009 -0.001
Si 9.6349 2.7279 6.7804 0 -0.0018 -0.0031
Si -0.0165 4.0405 6.6823 0.0008 0 0.0014
Si 3.8841 4.0981 6.7602 0.001 -0.0015 -0.001
Si 7.7376 4.1272 6.8008 0.0012 0.0078 -0.0011
Si 1.9655 8.298 6.7073 0.0042 -0.0056 -0.0049
Si 5.8085 8.2909 6.7285 0.0004 0.0007 -0.0041
Si 9.6772 8.2713 6.7666 -0.0033 -0.0016 0.0023
Si 0.0035 9.654 6.7926 0.0026 -0.004 -0.0065
Si 3.8786 9.6689 6.8217 -0.0065 -0.0035 0.0008
Si 7.7623 9.6349 6.8182 0.0021 -0.0012 0.002
Si -0.0231 0.2128 8.6724 -0.0123 0.0127 -0.0181
Si 3.8243 0.0687 8.842 0.0065 -0.0054 -0.0045
Si 7.7653 0.0561 8.8057 -0.0129 -0.0107 0.0033
Si 1.9295 1.5169 8.8138 0.0013 0.0114 0.0031
Si 5.8406 1.3948 8.6582 0.0052 0.015 0.0097
Si 9.6323 1.5747 8.8594 0.001 0.0067 0.0079
Si -0.0024 5.558 8.4273 0.005 -0.0042 0.0128
Si 3.9218 5.4732 8.6855 -0.0058 0.004 -0.0091
Si 7.748 5.5654 8.7217 0.0032 -0.0106 -0.0024
Si 1.9707 6.805 8.4885 0.0007 0.0031 -0.0027
Si 5.8178 6.8657 8.5765 0.0022 0.002 0.002
Si 9.6905 6.9095 8.6873 -0.0021 0.0083 0.0106
Si 1.9114 3.0703 10.6742 0.0002 0.0082 0.003
Si 5.9829 2.7756 10.551 -0.0069 -0.0139 -0.0126
Si 9.6868 3.2448 10.6902 -0.009 -0.0028 -0.0035
Si 0.0866 4.5317 10.4784 -0.0038 -0.0042 -0.0038
Si 4.027 4.0478 10.6083 0.0131 -0.0141 -0.0143
Si 7.6932 4.5393 10.8508 -0.0071 -0.0011 0.0058
Si 1.8315 7.9958 10.46 -0.0124 -0.017 -0.0049
Si 5.6528 8.2106 10.4589 -0.0123 0.0072 0.0067
Si 8.5576 8.6403 12.1982 -0.0903 0.024 0.0507
Si 0.1765 9.6057 10.3761 -0.0213 -0.0169 0.0606
Si 3.6963 9.3867 10.6368 0.0161 0.0117 -0.0086
Si 7.1525 10.0198 10.9012 -0.003 0.0018 -0.0167
Si 0.1387 -0.2861 12.4338 0.0248 -0.0203 0.0551
Si 4.1255 -0.9874 12.8882 -0.0104 0.0117 0.0204
Si 7.3406 1.6203 14.0824 -0.0103 0.0002 0.0098
Si 1.3876 2.3736 12.8613 0.0036 0.0091 0.022
Si 6.1787 0.9982 12.1424 0.0258 0.0125 -0.0033
Si 10.0398 2.1606 12.7271 0.0003 0.0122 -0.0058
Si 0.3336 6.5539 11.7022 0.0085 0.0119 0.0029
Si 4.1747 5.5745 13.4419 -0.1336 -0.1219 -0.0349
Si 10.2381 7.9512 10.7678 -0.0038 -0.0506 -0.0184
Si 1.1168 6.3004 13.8864 0.1958 0.0926 0.0889
Si 5.4177 7.3666 12.6575 0.0797 0.0732 -0.008
Si 7.5682 6.4857 12.6763 0.0335 -0.0562 -0.0052
O 2.9354 9.8153 13.9865 -0.084 -0.0137 0.0344
O 6.4692 2.7048 14.9339 -0.0093 0.0059 0.0026
O -1.7927 6.4691 18.5004 -0.0001 -0.001 -0.0024
O 13.0094 11.6902 12.6165 -0.0199 -0.0349 0.0009
O 4.7424 11.4749 12.8983 -0.0232 0.002 0.0061
O 16.8911 8.8705 13.4049 -0.027 -0.0264 -0.0098
O 7.5341 8.5163 15.5898 0.0032 0.0008 -0.0042
O 4.99 4.9163 14.7133 -0.0196 0.0061 -0.0132
O -3.4309 6.187 14.2184 -0.0037 0.0092 -0.0112
O 7.4239 11.1523 14.9319 0.0055 -0.0016 -0.01
O 0.1395 5.356 14.8054 0.0391 0.0312 -0.0072
O 10.3238 11.4978 12.4503 0.0089 -0.0269 0.0007
O 11.7338 10.0874 29.4656 0.0008 0.002 -0.0155
O 10.2855 2 29.73 0.0136 -0.0143 0.0074
O 6.4599 5.1561 30.0179 0.023 0.0123 0.0046
O 6.8471 7.816 29.7394 0.0045 0.021 0.004
O 3.9865 9.7388 29.4275 0.007 -0.0018 -0.0162
O 3.206 4.4555 29.4868 0.0161 0.0037 -0.0061
O 6.9833 1.0787 30.4915 0.0137 0.0058 -0.0039
O -2.816 4.0982 29.4653 -0.0215 -0.0066 -0.0014
O 8.1608 9.966 29.2948 -0.0086 -0.0075 -0.0171
O 1.9782 6.7023 28.5978 -0.0046 0.0084 -0.0087
O 17.226 6.8944 31.8418 -0.0009 -0.0073 -0.022
O 10.2295 7.3347 29.2684 -0.0011 0.0014 -0.0113
Si 7.0335 5.1231 17.8766 -0.0078 0.0072 0.0109
Si 2.4624 2.8415 15.7431 -0.0102 -0.0039 -0.0143
Si 1.4131 11.1077 17.1369 0.0102 -0.0196 -0.0017
Si 7.3399 8.7697 28.5286 0.0059 0.0017 0.0103
Si 11.8306 9.5639 21.4734 -0.0076 -0.0019 -0.0006
Si 1.5154 2.2754 24.7177 0.0003 0.0039 -0.0094
Si 5.7099 6.2639 20.5713 -0.0122 0.01 0.0059
Si 1.5541 9.2721 14.6477 -0.0231 -0.0302 -0.0173
Si 1.4691 5.862 23.1173 0.0072 -0.0014 -0.008
Si 2.5138 7.0022 27.074 0.0013 -0.0069 -0.0034
Si 5.3885 3.6574 15.6938 0.0153 -0.0101 -0.001
Si 2.5852 10.531 26.0628 -0.0041 -0.0008 -0.0111
Si 2.5252 10.4595 19.9481 0.0018 0.0077 0.0042
Si 9.2638 2.8833 21.9035 0.0018 0.004 -0.0039
Si 7.8988 5.4469 22.6228 0.0039 0.004 -0.0065
Si 2.0741 2.2081 21.5878 0.0058 -0.0103 -0.005
Si 10.2312 3.4581 29.044 0.0302 0.0154 -0.0083
Si 9.8369 7.8121 23.0091 -0.0078 -0.0044 -0.0085
Si 4.7747 9.1186 21.3565 0.0084 -0.0129 0.0054
Si 3.5041 2.9623 28.9687 -0.0047 0.0197 0.0048
Si 9.938 7.6748 27.692 -0.0016 -0.0045 0.0092
Si 8.2443 7.0307 15.625 0.0029 0.0168 0.0117
Si -0.9286 7.311 17.4033 -0.0064 0.0095 -0.009
Si 4.4172 9.4452 27.8608 0.0074 -0.0098 0.0192
Si 3.5973 4.1107 26.1411 0.0047 -0.0111 0.003
Si 9.4531 0.3374 20.4325 -0.0026 -0.0006 0.0088
Si 11.6302 10.2523 27.8439 -0.0081 0.0026 0.0014
Si 10.5026 1.9582 26.4307 -0.0025 0.0053 -0.0001
Si 4.0501 4.2662 22.1408 -0.0006 0.0011 -0.0029
Si 11.6247 4.2448 21.0689 -0.0021 -0.0047 0.0085
Si 10.2217 10.3067 17.6518 -0.0162 0.0014 -0.005
Si 9.8816 15.7683 18.4426 0.0008 -0.0061 0.0204
Si 8.1018 1.4859 24.4483 -0.0041 -0.0024 -0.01
Si 8.3691 9.8354 15.0887 -0.0075 0.0117 0.0218
Si 7.5961 -0.9389 22.6662 -0.0087 -0.005 -0.0037
Si 11.9855 5.0392 16.397 0.0053 -0.0095 0.0027
Si 11.5258 6.799 25.3927 -0.0048 -0.0023 -0.0135
Si 6.1783 3.9341 24.4228 0.0016 0.0006 -0.0112
Si 2.3182 8.9532 23.396 0.0106 -0.0045 -0.0175
O 9.2546 -0.1508 18.8806 0.0035 -0.0017 -0.0039
O 6.8233 6.3074 21.7629 -0.0013 -0.0034 -0.0042
O 10.6904 4.3043 17.0997 0.0069 0.0011 -0.0071
O 8.3485 15.2175 18.3952 0.0021 -0.0025 -0.004
O 1.185 3.1954 20.646 -0.0073 0.0072 0.0003
O 3.673 9.0144 22.531 -0.0088 -0.0074 -0.0031
O 2.1278 11.6988 20.91 0.0028 -0.0035 -0.0135
O 1.4763 9.803 16.1716 -0.0175 -0.0142 -0.0743
O 4.0432 2.8377 16.0836 -0.0065 0.0039 0.0005
O -0.1239 11.3397 17.6311 0.0106 -0.002 -0.0035
O 3.6647 8.1491 27.1961 -0.0036 -0.0065 0.0025
O 5.3217 3.8788 23.0527 0.0031 0 0.0081
O 1.4607 2.1433 23.097 -0.0006 -0.0008 0.0032
O 7.4857 0.0432 23.9805 0.0027 0.0047 0.0044
O 6.1123 -1.3279 22.1354 -0.0079 -0.0042 -0.0022
O 3.9958 10.6864 26.8782 0 0.0042 -0.0095
O 2.4202 10.8643 18.383 -0.009 -0.0019 -0.0029
O 3.5737 2.8192 21.5876 -0.0037 -0.0001 0.0013
O 5.1354 4.2669 25.6159 -0.0018 0.0003 0.0032
O 0.4938 6.4998 17.1782 0.0065 -0.0025 -0.0047
O 0.6525 5.6038 21.7183 -0.003 -0.0033 -0.0011
O 9.0988 1.4654 25.7419 0.0025 0.0015 0.0045
O 10.7288 7.831 24.3872 0.0038 -0.0024 0.0067
O 2.2135 0.9744 25.3522 0.0002 -0.004 0.0028
O 0.4899 5.5598 24.4338 -0.0018 -0.0013 0.0049
O 10.4647 6.5104 26.6397 0.0007 -0.0008 -0.0026
O 1.067 9.8699 22.8564 0.0067 -0.0051 0.0022
O 10.6991 3.5668 22.214 0.0038 0.0015 -0.009
O 10.287 3.2484 27.4283 0.0002 -0.0085 -0.0148
O 3.5949 3.0308 27.3599 -0.0047 0.003 0.0095
O 8.5115 8.7459 23.1681 0.0038 -0.0032 0.0003
O 1.8242 1.4799 16.3072 0.0039 0.0127 0.0034
O 1.5041 10.095 27.1969 0.0008 0.0007 -0.0044
O 2.4938 3.5208 25.1017 -0.0011 0.0031 0.0037
O 11.5987 2.4048 25.3021 -0.0014 -0.0017 0.0024
O 8.9909 1.9602 23.1884 -0.0045 -0.0034 0.0068
O 4.527 5.1955 20.9011 0.0077 0.0084 -0.004
O 8.3253 7.942 27.5238 -0.0025 -0.0013 -0.0034
O 11.4453 2.7867 13.3268 -0.0076 -0.0036 -0.0021
O 6.0378 9.3042 27.7227 0.0026 -0.0019 -0.0034
O 7.4686 6.2293 16.78 -0.0021 -0.0066 -0.0005
O 3.1765 5.6275 26.5214 -0.0034 0.0077 0.0014
O 2.7 9.4147 24.8893 0.0002 -0.0013 0.0007
O 1.7274 4.1155 16.4787 -0.0091 -0.0071 -0.0091
O -0.8967 4.4412 19.7655 -0.0066 0.0017 -0.0124
O 2.8719 5.0332 22.9839 -0.0029 0.0007 0.0018
O 1.8454 7.4142 23.2846 0 0.0152 0.0067
O 12.9978 9.2947 20.3258 -0.0001 0.0029 -0.001
O 9.2867 6.295 22.7434 0.0035 0.0041 0.0043
O 8.2831 -0.3018 21.3426 0.0047 0.0008 0.0005
O -2.2994 1.9624 20.5502 0.0008 -0.0002 0.0007
O 5.9963 4.1286 17.1263 -0.0017 -0.0009 -0.002
O 10.6846 9.0584 27.2918 0.0011 0.0011 -0.0022
O -1.7746 7.2681 15.9933 -0.0063 -0.0031 0.008
O 10.8356 19.7555 17.9581 0.0023 -0.0066 0.0015
O 4.0941 10.0902 20.225 -0.0098 -0.0009 -0.0018
O 11.0359 0.7285 27.339 0.003 -0.0029 -0.0002
O 8.1507 4.0665 21.7728 0.0007 -0.0038 0.0018
O 6.8718 2.5036 24.7592 0.0011 -0.0018 0.0023
O 10.9238 10.8409 21.0091 -0.0013 -0.0006 -0.005
O 6.3376 5.8817 19.1283 0.0004 -0.0047 -0.0023
O 5.0631 7.7484 20.532 0.0015 0.0056 0.0095
O 10.7894 8.3216 21.7631 0.0006 0.0001 0.005
O 1.2542 7.4133 26.1326 0.005 0.0023 0.0088
O 7.3351 5.0758 24.1322 -0.0035 -0.0036 0.0034
O 9.4807 10.2771 16.2052 -0.0024 -0.0033 0.0043
O 14.1742 5.5494 13.7464 0.0142 0.1351 -0.0514
O 9.0041 -1.5886 13.6484 0.0109 -0.0179 -0.0198
O 1.4988 7.6596 14.7133 -0.0085 -0.1056 -0.1155
O 0.2405 9.7051 13.7687 0.1034 0.0003 -0.0079
O 4.4775 6.7684 29.4205 -0.024 -0.0002 -0.008
O 4.9228 2.42 29.5646 -0.0023 -0.0111 -0.0038
O 2.3337 2.8204 14.1078 0.0048 -0.0224 0.0282
O -2.9653 6.1683 31.0901 -0.001 -0.0023 0.0011
O 2.2683 12.953 29.491 0.0098 0.0106 -0.0055
O 16.003 4.6745 12.0946 -0.0292 0.0873 0.12
O -0.121 15.3108 29.6111 -0.0137 -0.0082 -0.0108
O 8.8348 2.2832 13.8338 0.0015 0.0009 0.0037

Results
free energy: -181968.868 eV
free energy less fixed offsets of O -568.88, Si -635.61 eV per atom: 0.842 eV

The program warned: the cutoff lies below the one the program advises for these potential files; the exchange-correlation potential is rough where the density is thin.
